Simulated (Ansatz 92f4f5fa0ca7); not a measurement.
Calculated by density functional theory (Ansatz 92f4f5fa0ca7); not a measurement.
Periodic cell of 222 atoms, Si131O89As1H1, from a study of silicon, its oxide and their interface. The atomic structure is a simulated model.

Settings: functional PBE; potential files Ansatz PAW; basis plane waves; wave-function cutoff 700 eV; density cutoff ratio 5; exchange-correlation grid ratio 1; k mesh 2 x 2 x 1, shifted by 0.5 0.5 0.5 of a step; self-consistency stop 5e-08 eV per atom in the density residual; occupations fixed; spin none; net charge 0.

Cell vectors (angstrom)
a 10.938 0 0
b 0 10.938 0
c 0 0 32.7387

Atoms and the computed forces on them: element, x, y, z (angstrom), force x, y, z (eV/angstrom)
Si -0.0469 0.2453 25.1334 0.0156 0.0229 -0.0065
Si 5.7195 -0.1935 25.1971 -0.0092 -0.0127 -0.0157
Si 2.4066 2.9645 25.2811 -0.02 -0.0159 -0.0183
Si 8.5443 2.417 25.0695 0.0029 -0.0218 -0.0392
Si 0.3402 5.3358 25.3011 0.0172 0.0261 -0.0085
Si 5.168 5.8039 25.2898 -0.0014 0.0201 -0.0425
Si 3.0161 7.9944 25.6596 -0.018 0.0013 -0.0167
Si 7.9047 8.4603 25.2531 -0.0171 -0.0134 -0.0212
Si 1.3314 1.4041 26.651 0.0175 -0.0253 -0.0033
Si 6.9319 1.3651 26.4887 -0.0282 0.0043 0.0156
Si 4.1128 4.0779 26.518 -0.0191 -0.0059 0.0148
Si 9.5774 4.1134 26.4403 0.0041 -0.0088 0.0206
Si 1.4252 6.7657 26.7996 -0.0274 -0.0026 -0.0196
Si 6.8046 6.8794 26.6109 0.0117 -0.0114 -0.012
Si 4.2297 9.6485 26.7057 0.0109 0.0024 -0.0075
Si 9.6357 9.5771 26.4431 -0.0022 0.0086 0.0237
Si 2.7375 0.0257 27.9667 -0.0039 0.0035 -0.0029
Si 8.2562 -0.0233 27.9081 0.0036 0.0008 -0.0072
Si -0.0565 2.7744 27.9585 -0.0085 0.0017 -0.007
Si 5.5082 2.7104 27.8842 0.005 -0.0011 0.0135
Si 2.8085 5.3784 28.0288 0.0005 -0.0082 -0.0003
Si 8.2095 5.4567 27.8939 0.0109 -0.0116 0.0116
Si -0.0202 8.2125 27.9447 -0.0197 0.0219 0.0035
Si 5.4952 8.2077 28.0347 0.0152 0.0006 -0.0023
Si 4.1018 1.3673 29.3205 0.201 0.2161 -0.152
Si 9.5708 1.3673 29.3205 -0.1525 0.0063 0.0059
Si 1.3673 4.1018 29.3205 -0.1172 -0.2825 0.3326
Si 6.8362 4.1018 29.3205 0.039 -0.0446 -0.4289
Si 4.1018 6.8362 29.3205 0.0872 -0.1065 0.4443
Si 9.5708 6.8362 29.3205 -0.1586 -0.0357 -0.2457
Si 1.3673 9.5708 29.3205 -0.0736 0.0321 -0.1264
Si 6.8362 9.5708 29.3205 0.5488 0.1786 0.2365
Si 0 0 30.6877 0.0553 0.0535 -0.0082
Si 5.469 0 30.6877 0.0493 0.0651 -0.0369
Si 2.7345 2.7345 30.6877 -0.0652 -0.0144 0.0191
Si 8.2035 2.7345 30.6877 -0.0364 -0.0837 -0.0216
Si 0 5.469 30.6877 0.0617 0.035 -0.039
Si 5.469 5.469 30.6877 0.0189 0.1025 0.0152
Si 2.7345 8.2035 30.6877 -0.0393 -0.0567 -0.0233
Si 8.2035 8.2035 30.6877 -0.0216 0.0372 0.0216
Si 1.3673 1.3673 32.055 0.0576 -0.0342 0.0179
Si 6.8362 1.3673 32.055 -0.0127 0.0332 0.0049
Si 4.1018 4.1018 32.055 -0.0276 -0.0025 -0.0058
Si 9.5708 4.1018 32.055 0.0287 0.0253 -0.0191
Si 1.3673 6.8362 32.055 -0.0369 0.0061 0.0098
Si 6.8362 6.8362 32.055 0.0221 -0.021 0.0203
Si 4.1018 9.5708 32.055 -0.0053 -0.044 -0.0181
Si 9.5708 9.5708 32.055 0.0189 -0.0546 0.001
Si 2.7345 0 0.6835 -0.0069 0.0049 -0.0021
Si 8.2035 0 0.6835 -0.0317 0.0345 0
Si 0 2.7345 0.6835 -0.0382 0.013 -0.0212
Si 5.469 2.7345 0.6835 0.0166 -0.0395 0.0093
Si 2.7345 5.469 0.6835 0.0295 0.0196 0.006
Si 8.2035 5.469 0.6835 0.0066 -0.0092 -0.003
Si 0 8.2035 0.6835 0.0214 0.0318 0.0203
Si 5.469 8.2035 0.6835 -0.0353 0.0305 -0.0171
Si 4.1018 1.3673 2.0507 -0.1019 -0.021 0.0147
Si 9.5708 1.3673 2.0507 0.1272 0.046 -0.0434
Si 1.3673 4.1018 2.0507 -0.0393 -0.0284 0.0056
Si 6.8362 4.1018 2.0507 0.0344 0.0849 0.0217
Si 4.1018 6.8362 2.0507 0.0053 -0.009 -0.0057
Si 9.5708 6.8362 2.0507 -0.0182 -0.0496 0.046
Si 1.3673 9.5708 2.0507 0.0124 -0.0201 0.0513
Si 6.8362 9.5708 2.0507 -0.0375 -0.1266 -0.0396
Si 0 0 3.418 -0.0778 0.3675 -0.2907
Si 5.469 0 3.418 -0.1143 -0.2257 0.3695
Si 2.7345 2.7345 3.418 -0.0635 -0.3379 -0.166
Si 8.2035 2.7345 3.418 0.1394 0.0031 0.1657
Si 0 5.469 3.418 -0.0176 -0.0776 -0.0079
Si 5.469 5.469 3.418 0.2026 0.2527 -0.2836
Si 2.7345 8.2035 3.418 0.1201 0.0177 0.0778
Si 8.2035 8.2035 3.418 -0.5008 0.034 -0.1472
Si 1.3637 1.35 4.799 0.0039 0.0015 0.0091
Si 6.8448 1.3589 4.7913 0.0012 -0.0076 -0.0213
Si 4.133 4.0825 4.7096 0.0027 -0.0052 0.0034
Si 9.5803 4.1086 4.8094 -0.0036 -0.0046 -0.0074
Si 1.3547 6.8468 4.7658 -0.0025 0.0002 0.0224
Si 6.7895 6.8677 4.8161 -0.0127 0.0095 0.0048
Si 4.0924 9.5349 4.8516 0.0082 0.0008 -0.0273
Si 9.4817 9.6572 4.7118 -0.0135 0.0145 0.0025
Si 2.6614 -0.0917 6.209 -0.019 -0.0076 -0.0045
Si 8.1469 -0.0027 6.2226 0.0104 0.008 0.0192
Si 0.0093 2.739 6.1896 0.0098 0.0194 -0.0177
Si 5.4826 2.7384 6.1028 0.0254 0.013 0.0205
Si 2.7542 5.4153 6.0348 -0.0138 0.0155 0.0001
Si 8.1958 5.4959 6.1403 0.0199 0.0136 -0.0134
Si -0.1123 8.2662 5.9655 0.0268 -0.0201 0.0006
Si 5.3855 8.1525 6.325 -0.0057 -0.007 -0.011
Si 3.8794 1.5533 7.3388 -0.0093 0.0236 0.0408
Si 9.7967 1.1567 7.4869 0.006 0.0016 0.0324
Si 1.704 3.8493 7.4206 0.0387 -0.0011 0.0351
Si 6.6682 4.3059 7.4448 -0.0045 0.0036 0.0235
Si 4.2621 6.3791 7.5512 -0.0014 -0.0436 0.031
Si 9.2983 7.1803 7.3601 0.0034 0.0148 0.0226
Si 0.9398 9.7095 7.466 -0.0246 0.0002 0.0269
Si 6.988 9.347 7.6043 0.0041 0.0074 0.0324
O 1.3831 4.1629 24.7395 0.0086 -0.0034 -0.0308
O 6.8049 9.5846 24.6895 0.005 -0.0004 -0.0264
O 2.7848 2.6744 7.8467 0.0059 -0.0194 0.0302
O 8.1593 8.2306 7.9793 -0.0029 -0.0007 0.0342
O 5.5126 5.3705 7.937 -0.004 0.0064 0.0303
O -0.0568 0.0001 7.9516 -0.0039 -0.0027 0.0309
O 4.0223 6.9297 24.9009 0.0106 -0.0053 -0.0311
O 9.7235 1.3235 24.6843 -0.0065 0.0119 -0.0254
O 1.1602 8.7644 8.8162 -0.0153 -0.0006 -0.0043
O 1.4195 4.6235 8.8479 0.0201 0.0045 -0.0036
O 9.2874 1.8711 8.88 -0.0148 -0.0067 -0.0032
O 6.3625 9.9676 9.0206 0.0059 0.0066 -0.0156
O 4.569 0.944 8.6854 0.0019 0.0038 -0.009
O 3.4325 6.4762 8.9871 -0.0063 -0.0078 -0.0032
O 7.4296 3.7875 8.8086 -0.0084 -0.0121 -0.0033
O 10.2773 6.7052 8.6042 -0.0067 0.0202 -0.0007
O 2.8146 2.0489 23.9629 0.021 0.0124 -0.0029
O 5.0028 0.4944 23.8623 -0.0023 0.009 0.0059
O 7.9303 2.7913 23.5672 0.0152 0.0125 0.0023
O 10.7997 6.3093 24.049 -0.0246 -0.023 0.004
O 8.4648 7.6423 23.9405 0.0144 0.0016 0.0013
O 2.1753 8.8649 24.588 0.0144 -0.0071 -0.0167
O 5.7293 5.3328 23.8158 -0.0147 -0.0121 0.0035
O 0.7639 10.7998 23.7186 -0.0179 -0.0166 0.0109
Si 2.8998 9.4541 18.1603 -0.0025 0.0027 -0.0017
Si 3.9681 5.2076 19.9531 0.0031 0.0058 0.0038
Si -1.4772 3.9574 19.6753 0.0023 -0.0043 -0.0028
Si 4.114 1.6324 23.0734 0.0037 0.0113 0.0042
Si 12.656 -1.3882 23.2237 0.0069 -0.0192 0.0179
Si 12.1013 -3.8538 16.7501 -0.0041 -0.003 0.004
Si -0.046 8.1488 21.1558 0.0044 -0.0038 0.0067
Si 15.9476 -3.7489 15.0372 0.0045 -0.0031 0.0038
Si 3.6 4.0275 12.3392 -0.004 0.0017 -0.0075
Si -5.519 10.3571 14.5464 0.0014 -0.0058 0.0101
As 7.523 -1.886 17.5782 -0.0004 -0.0047 0.0017
Si 6.0877 4.6021 13.8578 0.0015 0.0035 -0.0009
Si 7.9491 10.9451 13.1034 -0.0073 -0.0056 0.0011
Si 0.2404 -3.2964 9.6094 0.0007 -0.0043 -0.0019
Si -1.0914 9.2684 11.8648 -0.0096 -0.009 -0.007
Si -1.5318 10.2692 19.506 0.0056 -0.0097 -0.0027
Si 2.3805 -4.9662 14.2601 -0.001 -0.0034 0.0035
Si 1.1813 -0.1963 12.9584 0.0037 0.0028 0.0061
Si 3.8859 0.7695 12.2114 0.0024 0.0004 -0.0056
Si 5.3679 4.4883 22.4765 -0.0034 -0.004 0.0073
Si 2.7414 1.3833 17.3548 -0.0039 0.0021 -0.0032
Si 8.3523 2.9153 12.7006 0.0027 0.0068 -0.0039
Si 5.1018 7.4169 18.0336 0.0082 -0.0054 0.0019
Si 5.7107 0.3865 9.6862 0.0031 0.0018 -0.0098
Si 5.116 2.4747 18.7834 0.0058 0.001 0.0001
Si -0.3643 1.7454 17.6833 -0.0029 0.0064 -0.0018
Si -0.755 1.3984 14.5138 -0.0014 0.0058 0.0097
Si 0.905 5.8389 19.4025 -0.0032 -0.0016 -0.0027
Si 6.5262 0.045 19.7903 -0.0018 0.0003 -0.0076
Si 9.444 6.5985 23.1742 -0.0049 -0.0137 0.0095
Si 8.1665 3.8179 22.3186 0.0021 0.0089 0
Si 13.2495 5.5981 9.8233 -0.0028 -0.0017 -0.0057
Si 5.1369 2.1933 15.8832 -0.004 -0.0003 0.0047
Si 3.7164 -0.4234 20.9971 -0.0004 0.0008 0.0071
Si 0.4239 8.0799 14.0688 -0.0057 -0.0028 0.0053
Si 8.0592 2.5698 9.6876 -0.0034 -0.0059 -0.0092
O 4.9434 11.118 11.112 -0.0088 0.0111 0.018
O 6.7065 -0.8463 13.6256 -0.0111 0.0371 0.0089
O 2.3968 5.1812 19.5546 0.0033 0.0118 0.0081
O 1.2573 1.9625 17.6682 -0.0025 -0.0173 0.0019
O 0.1824 -3.0741 15.6876 0.0287 -0.0114 -0.0145
O 4.8095 6.7145 16.6023 0.0121 0.0279 0.0128
O -5.6136 -0.7147 20.6404 -0.0113 0.0224 -0.0136
O 2.0604 6.01 15.8759 -0.0185 0.0166 -0.0241
O 5.0912 4.6508 12.5642 -0.0104 -0.0131 0.0256
O 1.2614 6.6861 10.4506 -0.0035 0.0025 -0.0245
O 6.1534 1.6348 19.7298 -0.0208 -0.0178 -0.0101
O 6.7176 -3.2745 18.2669 -0.0238 0.0124 -0.0003
O -0.7864 0.4168 18.5538 -0.0041 -0.0058 0.0041
O 3.0516 9.7622 22.2949 -0.017 -0.0138 0.0018
O 0.7985 8.4764 22.4731 0.0027 0.0274 -0.0073
O 7.4563 1.5364 12.7759 0.0285 -0.0008 0.0152
O 9.1654 0.1528 14.1939 -0.0042 0.0245 -0.0185
O 9.0478 3.1972 21.0887 -0.0132 0.0304 0.0045
O 3.682 1.1313 21.5628 0.0187 0.0023 0.0194
O 3.7855 2.4062 12.2372 -0.0015 0.0035 0.0028
O 6.7571 4.3181 21.629 0.0015 -0.0033 0.0385
O 10.8056 4.797 20.0653 -0.007 0.0112 -0.0155
O 3.4879 2.0968 16.0764 0.0253 -0.0148 0.0293
O 5.6976 0.6639 15.6012 -0.0116 0.011 -0.0033
O 2.7839 -0.9017 19.7145 0.017 -0.0077 -0.002
O 4.2322 0.0769 13.6422 0.0148 -0.0044 -0.0073
O 6.1641 6.1202 14.5059 -0.0205 -0.0134 -0.0084
O 0.4489 6.1215 17.8556 0.0143 0.0051 0.0237
O 2.6384 -0.2374 17.1424 0.0083 0.009 0.0313
O 5.7884 2.6531 17.3131 -0.0333 -0.0122 0.0073
O 1.4291 -1.5757 13.82 -0.0334 0.0016 -0.0137
O -0.8629 8.3459 10.5653 0.0147 0.0137 0.0189
O -0.001 -0.4657 11.8803 -0.0005 -0.0235 0.0217
O 13.9337 4.675 10.9727 0.0001 -0.001 0.0161
O 5.5303 3.3794 14.8325 0.0084 0.0022 -0.0041
O 7.7348 -1.8776 15.9778 0.0054 0.0048 -0.019
O 4.7879 3.9233 19.405 -0.0096 -0.0061 -0.0063
O 8.8075 5.1322 22.9988 -0.0079 0.0075 -0.0151
O 3.7236 6.8781 14.0882 -0.0123 -0.0213 0.0134
O -1.2825 7.2271 21.6795 0.0178 0.0038 0.0034
O 8.072 -0.1402 20.3367 0.0072 -0.0143 -0.0171
O -0.9453 -2.5992 13.2211 0.0272 0.0225 -0.0164
O 4.6294 -4.4013 19.2972 -0.0092 -0.0092 -0.0102
O -6.715 5.2312 21.573 0.0207 -0.0162 -0.0073
O 8.9712 9.0001 18.5343 -0.0195 0.0288 0.0189
O 0.7565 0.9799 14.0347 -0.0231 -0.0218 -0.0151
O 4.9626 2.9906 22.9135 -0.0052 0.0067 -0.0106
O 10.4556 -1.3469 20.529 -0.0108 -0.0067 -0.0036
O 0.8859 7.2815 20.1577 -0.0235 -0.0158 0.0129
O -5.8685 8.8381 15.0735 -0.0052 -0.0009 0.0004
O 8.4234 -0.8834 11.8089 0.0207 -0.001 0.0191
O 7.5762 4.1922 13.3436 -0.0166 -0.0191 -0.004
O -4.3022 -0.4983 18.2224 0.0053 -0.0069 0.0364
O 1.9494 8.2258 17.6475 -0.0048 0.0032 -0.012
O 10.1068 1.6834 16.1201 0.0114 -0.0037 -0.0009
O 4.413 8.8839 18.0576 -0.0053 -0.0172 0.0039
O 13.3142 -10.6986 11.9571 0.0049 0.0056 0.0048
O 6.8891 1.4711 9.9173 0.0018 0.0039 -0.0032
O 1.1383 -4.2244 13.5063 0.0096 0.0123 0.0313
O 2.6357 4.4883 13.6093 0.0214 0.0226 -0.0222
O 9.7033 2.6885 13.6089 -0.0182 -0.0293 0.0026
O 8.6342 3.157 11.1046 -0.0211 -0.0163 0.0061
O 3.7089 1.6431 18.6574 0.0158 0.0182 -0.0302
O -1.0971 2.9664 18.4455 0.0102 -0.0078 0.0064
O -2.6917 4.8994 19.1371 -0.0251 -0.0071 0.054
H -3.4214 5.0479 19.7623 0.0412 -0.0004 -0.0393

Results
free energy: -138778.056 eV
free energy less fixed offsets of As -4857.07, H -17.10, O -569.03, Si -635.61 eV per atom: 4.694 eV

The program warned: the cutoff lies below the one the program advises for these potential files; the exchange-correlation potential is rough where the density is thin.
